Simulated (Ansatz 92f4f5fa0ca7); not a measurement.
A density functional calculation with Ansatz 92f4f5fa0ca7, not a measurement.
Periodic cell of 220 atoms, Si132O88, from a study of silicon, its oxide and their interface. The atomic structure is a simulated model.
This geometry differs little from another in the collection (a relaxation step or a small displacement).

Settings
functional: r2SCAN
potential files: Ansatz PAW
basis: plane waves
wave-function cutoff: 800 eV
density cutoff ratio: 5
exchange-correlation grid ratio: 1
k mesh: 1 x 1 x 1, shifted by 0.5 0.5 0 of a step
self-consistency stop: 1e-10 eV per atom in the density residual
occupations: fixed
spin: none
net charge: 0

Cell vectors (angstrom)
a	10.888	0	0
b	0	10.888	0
c	0	0	31.7229

Atoms: element, x, y, z (angstrom)
Si	2.8738	2.2741	-1.0037
Si	1.0752	1.195	1.2935
Si	-0.9977	4.1973	1.3638
Si	2.5736	8.3639	0.1302
Si	5.1105	0.7126	-1.9086
Si	8.717	1.7618	-0.2523
Si	6.0288	5.2936	-0.0079
Si	7.5315	8.7487	0.1834
Si	-0.4972	0.0449	-0.0989
Si	4.4648	3.9619	1.0229
Si	0.0428	5.717	-0.1148
Si	4.1055	9.6282	1.3424
Si	6.9673	1.2537	1.3223
Si	12.0747	7.059	1.4346
Si	6.8863	6.8789	1.4327
Si	9.3279	9.554	1.4402
Si	0.0606	2.7115	2.8222
Si	2.6786	0.0595	2.6569
Si	-0.1795	8.2643	2.8099
Si	2.4707	5.5983	2.7627
Si	5.5764	2.6723	2.6223
Si	8.1426	0.0246	2.8804
Si	5.3491	8.1318	2.7305
Si	8.3091	5.4705	2.6823
Si	1.3539	4.1061	4.1851
Si	4.0911	1.4102	4.0071
Si	1.3279	9.5752	4.0595
Si	4.0088	6.7925	4.0903
Si	6.8604	4.1058	3.9924
Si	9.5164	1.4073	4.1609
Si	6.7411	9.4918	4.1151
Si	9.5101	6.8065	4.1785
Si	0.007	0.0264	5.4632
Si	2.7831	2.752	5.4536
Si	-0.0205	5.441	5.5274
Si	2.6632	8.1767	5.4317
Si	5.3903	0.0136	5.423
Si	8.1372	2.7669	5.4595
Si	5.4553	5.4344	5.3771
Si	8.1203	8.1652	5.4942
Si	1.3896	1.3694	6.7918
Si	4.1462	4.0933	6.803
Si	1.3621	6.8058	6.8389
Si	4.0373	9.5323	6.7803
Si	6.7897	1.3641	6.787
Si	9.4972	4.0785	6.8484
Si	6.762	6.787	6.8091
Si	9.5305	9.5342	6.8105
Si	-0.0061	2.6827	8.151
Si	2.7037	-0.0166	8.1666
Si	-0.0059	8.1684	8.1805
Si	2.7684	5.4416	8.1579
Si	5.4648	2.7173	8.1793
Si	8.1692	0.0143	8.1548
Si	5.3997	8.1732	8.1399
Si	8.1485	5.4534	8.1745
Si	1.3886	4.0328	9.4479
Si	4.0864	1.3296	9.4982
Si	1.3604	9.511	9.5532
Si	4.0758	6.8307	9.5476
Si	6.8412	4.0707	9.536
Si	9.5568	1.3151	9.5609
Si	6.7916	9.5269	9.4729
Si	9.5106	6.8146	9.5221
Si	-0.0014	-0.0867	10.9632
Si	2.6842	2.6365	10.8367
Si	0.0465	5.405	10.7628
Si	2.6982	8.1631	10.9505
Si	5.4403	-0.0259	10.8553
Si	8.213	2.7093	10.8965
Si	5.4956	5.4787	10.842
Si	8.1384	8.1999	10.8616
Si	1.3805	1.2658	12.2982
Si	4.0728	4.0788	12.0266
Si	1.3032	6.7289	12.2267
Si	4.1274	9.5072	12.2764
Si	8.1787	0.0013	13.6482
Si	9.6409	4.0842	12.1871
Si	6.8523	6.8234	12.2591
Si	9.5106	9.4278	12.3451
Si	1.7459	3.8349	14.8674
Si	2.9273	0.0773	13.6882
Si	-0.7747	10.4764	17.0317
Si	2.7664	5.3851	13.4439
Si	5.5105	2.8489	13.3595
Si	6.8341	1.3094	12.1957
Si	5.517	8.1856	13.6656
Si	7.4527	4.0993	15.3386
Si	0.0823	2.7323	13.6041
Si	4.086	1.7821	14.8152
Si	-0.4915	7.5333	13.5529
Si	5.4002	5.2128	17.2195
Si	8.6914	5.8652	13.4042
Si	9.3595	1.6291	14.8846
Si	8.1653	8.4434	16.6579
Si	6.8472	9.567	15.0741
Si	27.1738	-12.0627	22.195
Si	-6.2119	-0.4562	26.9722
Si	1.4847	21.2371	26.8714
Si	19.8712	18.2467	20.8433
Si	7.1342	5.0549	25.0055
Si	9.3834	4.959	19.2598
Si	0.2999	12.8143	25.0565
Si	12.4143	21.0386	18.735
Si	-15.8963	10.5	31.7929
Si	-4.0623	7.081	22.781
Si	5.104	4.8428	21.6483
Si	15.6232	-14.2386	27.407
Si	4.1712	17.5234	29.963
Si	2.8766	20.0791	16.1939
Si	12.4969	0.6745	22.6519
Si	3.0377	1.6242	20.0036
Si	-8.9438	15.5141	29.1934
Si	7.3395	5.6882	27.8195
Si	2.1832	18.3819	25.7371
Si	5.5115	21.6039	16.6723
Si	7.6129	24.6622	20.9194
Si	14.8854	-14.9779	14.8106
Si	21.208	18.6606	15.9302
Si	-3.9086	3.187	29.7489
Si	-10.4246	31.0172	21.3564
Si	0.4683	-1.2681	29.7944
Si	-6.5239	3.8604	24.5291
Si	-7.6541	15.3717	19.1466
Si	-8.2138	-1.9898	23.1101
Si	12.5146	37.2915	26.0546
Si	16.813	-21.1442	19.7233
Si	11.7263	16.2501	17.5367
Si	-3.4525	-14.7831	18.331
Si	-1.7689	18.3424	29.7647
Si	19.2162	2.5141	23.8498
Si	5.5565	11.99	24.4268
O	-11.4008	-13.388	-2.398
O	-1.0195	-4.7727	-11.4217
O	5.2337	-11.0021	-3.2806
O	-8.4877	10.4483	-8.1832
O	-2.4424	6.5999	-3.1488
O	4.0606	13.9551	-0.2702
O	14.8462	-1.9329	-9.5954
O	-10.2495	14.2856	-6.0649
O	13.0201	5.5168	-13.1963
O	31.3951	6.4627	-0.7742
O	16.5945	26.1171	-6.419
O	-13.8373	27.1203	-5.3574
O	22.6682	16.0618	-1.4174
O	9.3871	14.0387	0.2228
O	-3.1033	7.6754	19.7748
O	6.2793	3.7512	21.3185
O	4.8509	1.2236	16.1529
O	2.5442	11.3571	19.0023
O	4.7347	16.7671	15.9226
O	5.822	-0.6426	20.7272
O	13.2129	-0.7	15.0354
O	15.2043	18.7595	28.9426
O	16.6928	6.2874	21.8129
O	1.3521	-1.6734	20.0174
O	-0.0621	-12.4377	16.1009
O	12.3626	15.626	27.6659
O	10.6496	4.4942	18.3899
O	33.9871	-13.4302	22.3999
O	2.5284	3.0647	19.4799
O	3.0749	10.6669	26.901
O	-3.9533	14.9325	31.1388
O	19.254	-5.4828	14.9901
O	1.1989	15.3875	16.233
O	16.3036	-21.3491	25.8718
O	-13.0859	-22.831	17.4571
O	2.5304	1.349	21.5124
O	8.423	2.3894	22.2368
O	3.0856	15.1396	25.4355
O	-5.1801	23.9862	29.5085
O	16.8311	6.4719	27.5006
O	34.016	19.6974	26.2773
O	21.8729	-10.9922	18.3429
O	18.0062	15.1431	28.5509
O	4.3749	20.4479	16.6629
O	39.7125	23.4639	24.3588
O	6.6063	15.162	16.6924
O	-14.5816	1.5692	20.074
O	-8.0278	-3.1957	15.5904
O	5.3294	10.9578	23.2148
O	18.8558	-2.466	30.3534
O	-6.4559	34.922	24.3254
O	5.1225	19.7924	26.6623
O	-4.4249	19.5371	22.773
O	-11.761	11.8533	16.2151
O	-7.9522	-13.8263	24.3745
O	14.8729	15.8739	20.4897
O	30.0885	13.6361	15.4628
O	6.8091	17.3429	24.2631
O	8.6376	14.6444	20.0191
O	0.9085	21.2388	28.4034
O	9.6125	-8.9559	24.6504
O	19.2236	17.8074	22.2433
O	0.7024	22.4226	26.0271
O	1.2718	6.1496	25.5285
O	-7.3727	11.7865	30.1637
O	-10.6663	6.7756	16.9916
O	2.0586	9.2081	17.5636
O	-2.5091	16.5625	18.2184
O	-4.9644	6.4025	18.2041
O	4.644	1.5923	19.9617
O	12.6246	2.1063	31.8265
O	-4.8762	10.9735	18.197
O	-7.5018	6.9843	26.7065
O	35.7721	4.6221	33.3293
O	-10.5096	21.6536	21.9264
O	4.3357	15.3865	23.0369
O	3.4889	7.1197	31.3183
O	-35.3403	13.0174	29.9445
O	13.7701	2.7572	15.3524
O	-4.4223	3.9991	14.06
O	-30.4202	3.0678	29.4738
O	-5.2511	16.9742	30.3317
O	-6.5198	4.2754	18.0097
O	8.0828	25.8691	24.1251
O	12.0011	12.6987	23.6603
O	-7.5594	5.4367	29.319
O	9.8862	8.6663	21.0779
O	1.784	9.013	30.5615

Results
free energy: -134622.001 eV
free energy less fixed offsets of O -570.45, Si -639.56 eV per atom: -0.481 eV

Forces (eV/angstrom), in the order of the atoms: element, x, y, z
Si	-0.0003	0.0004	0.004
Si	-0.0005	0.0013	0.0001
Si	0.0006	-0.0008	0.0002
Si	-0.0013	-0.0003	0.0018
Si	0.0003	0.0003	0.005
Si	-0.0001	0.0009	0.0029
Si	-0.0031	0.0011	0.0012
Si	-0.0015	0.0006	0.0011
Si	0.0012	0.002	-0.0007
Si	-0.0019	0.0007	0.0024
Si	0	-0.0005	0.0026
Si	-0.001	-0.0004	0
Si	-0.0002	0.001	0.0003
Si	-0.001	0.0015	0.0005
Si	0	-0.0006	0.0007
Si	-0.0004	0.0002	0.0007
Si	-0.0006	0.0001	-0.0002
Si	-0.0002	0.0003	-0.0001
Si	-0.0009	-0.0003	-0.0011
Si	0.0003	0	0.0004
Si	-0.0001	0.0003	-0.0009
Si	-0.001	-0.0004	-0.0005
Si	-0.0003	-0.0001	-0.0003
Si	-0.0013	0.0001	-0.0007
Si	-0.0014	0.0001	-0.0001
Si	-0.0013	0.0009	-0.0003
Si	0	0.0005	0
Si	0.0001	0.0005	0.0004
Si	-0.0002	0.0003	-0.0001
Si	-0.0001	0.0003	0
Si	-0.001	0.0005	0.0007
Si	-0.0005	0.0009	0.0005
Si	0	0.0007	0.001
Si	-0.0004	-0.0002	0.0001
Si	-0.0002	0.0007	-0.0001
Si	-0.0003	0.0001	0.0005
Si	0.0001	0.0003	0.0003
Si	0	0.0011	0.0001
Si	-0.0009	0.0004	0
Si	-0.0001	0.0004	-0.0003
Si	-0.0006	0.0006	0.0002
Si	-0.0003	0.0005	0.0001
Si	-0.0001	0.0007	0.0005
Si	-0.0004	0.0002	0.0003
Si	-0.0008	0.0006	0
Si	-0.0006	-0.0001	0.0001
Si	-0.0004	0	0.0002
Si	-0.0002	0.0002	-0.0004
Si	-0.0006	0.0004	0.0001
Si	0.0001	0.0009	0.0003
Si	-0.0002	0.0004	0.0004
Si	-0.001	0.0001	-0.0001
Si	-0.0001	0.0004	0.0003
Si	-0.0006	0.0006	0.0002
Si	-0.0002	0.001	-0.0001
Si	-0.0003	0.0003	0
Si	-0.0001	0.0006	-0.0007
Si	-0.0009	0.0007	0
Si	-0.0007	0.0005	0.0005
Si	-0.0004	0.0001	0.0001
Si	-0.0011	0.0005	0.0001
Si	-0.0003	0.0004	0.0001
Si	0.0003	0.0003	0.0003
Si	-0.0003	0.001	0.0002
Si	-0.0007	0.0007	0.0002
Si	-0.0007	0.0012	0.0001
Si	0.0003	0.0004	-0.0004
Si	-0.0006	0.0002	0.0008
Si	-0.0003	0.0005	0.0002
Si	0.0011	0.0009	0.0007
Si	0.0005	0.0018	0.0003
Si	0	0.0005	0.0001
Si	0.0004	0.0009	0.0019
Si	-0.0001	0.0007	0.002
Si	-0.0011	0.0006	0.0011
Si	0.0002	0.0012	0.0017
Si	-0.0003	0.0013	-0.0008
Si	-0.0005	0	0.0012
Si	-0.0009	0.0009	-0.0003
Si	-0.0009	0.0011	0.0005
Si	0.0002	0.0001	-0.0005
Si	-0.0011	0.0003	-0.0008
Si	-0.0034	0.0018	-0.0023
Si	-0.0001	-0.0003	0
Si	0.0013	0.002	0.0014
Si	-0.0007	-0.0008	0.0004
Si	0.0002	-0.0003	-0.0003
Si	-0.0007	-0.0001	-0.0039
Si	-0.0006	0.0009	0.0003
Si	0.0006	0.0015	0.0017
Si	0.0003	0.0017	-0.0014
Si	0.0012	0.0012	-0.0072
Si	-0.0005	-0.0009	0
Si	-0.0004	0.0016	0
Si	0.0001	-0.0009	0.0007
Si	-0.0002	0.0009	0.0013
Si	-0.001	0.0001	-0.0016
Si	0.0006	0.0004	0.0043
Si	-0.0008	0	0.0041
Si	0.0002	0.0009	-0.0026
Si	0.0007	0.0002	0.0024
Si	-0.0007	-0.0004	-0.0036
Si	-0.0006	-0.0002	0.0014
Si	-0.0013	0.002	-0.0029
Si	-0.0017	-0.0003	0.0001
Si	-0.0008	-0.0003	-0.0001
Si	-0.0007	-0.0002	-0.0013
Si	0.0001	-0.0005	0.0045
Si	0.0007	-0.0031	0.005
Si	0.0001	0	-0.0048
Si	0.0002	0.0012	-0.0003
Si	-0.0011	0.0003	-0.0019
Si	-0.0003	-0.0004	0.0044
Si	-0.0004	-0.0004	0.0036
Si	-0.0011	0	0.0023
Si	0.0005	0.0013	-0.0042
Si	0.0008	-0.0003	-0.0017
Si	-0.0007	0.0001	0.0001
Si	-0.0027	-0.0007	-0.0032
Si	0.0001	-0.0019	0.0038
Si	-0.0004	-0.0014	-0.0041
Si	-0.0003	0.0006	0.0052
Si	-0.0009	0.0015	0.0013
Si	-0.0004	0.0006	-0.0027
Si	-0.001	-0.0007	-0.0001
Si	-0.0004	-0.0003	0.0043
Si	0.0008	-0.0009	-0.005
Si	0.0001	0.0013	-0.0054
Si	0.0001	0.003	-0.0047
Si	-0.0014	0.0009	0.0044
Si	-0.0003	-0.001	0.0017
Si	0.0003	-0.0011	0.0015
O	-0.0013	-0.0016	-0.0006
O	0.0001	0.0013	0.0015
O	-0.0018	-0.0012	-0.0046
O	0	-0.0001	-0.0003
O	-0.0006	-0.0001	-0.0012
O	-0.0026	-0.0003	-0.0025
O	0.0007	0.0001	0.0014
O	-0.0003	-0.0002	-0.0007
O	0.0003	-0.0007	0.0018
O	-0.0004	0.0004	-0.0025
O	-0.0007	-0.0001	-0.0008
O	-0.0005	-0.0002	-0.002
O	0.001	-0.0002	-0.0037
O	-0.0016	-0.0027	-0.0024
O	0.0013	-0.0005	0.005
O	-0.0004	0.0008	0.001
O	0.0001	-0.0002	0.0014
O	-0.0026	-0.0029	0.0016
O	-0.0009	0.0003	0.0049
O	-0.0007	0.0001	0.0022
O	0.0007	-0.0005	0.0028
O	-0.001	-0.0013	-0.0019
O	0.0003	0.0005	0.0015
O	-0.0037	0.0007	0.0031
O	-0.0014	0.0031	0.0038
O	0.0003	-0.0003	-0.0015
O	-0.0013	-0.0002	0.0019
O	0.0018	0.0002	-0.0004
O	-0.0001	-0.0002	0.0011
O	-0.0004	-0.0003	-0.0017
O	-0.0003	-0.0004	-0.003
O	-0.0017	-0.0012	0.0024
O	-0.0012	0.0022	0.003
O	-0.0008	0	-0.002
O	0.0046	0.0034	0.0001
O	-0.0008	0	0.0015
O	-0.0018	0.0012	0.0011
O	-0.0003	0.0001	-0.0007
O	0.0002	0.0005	-0.001
O	-0.0016	0.0002	-0.0014
O	-0.002	-0.0009	-0.0009
O	0.0022	0.0002	0.0006
O	-0.0001	0.0016	-0.002
O	-0.0009	0.0012	0.0015
O	-0.0011	-0.0003	0
O	-0.0018	0.0019	0.0026
O	-0.0005	0.0013	0.0015
O	0.0002	0.0023	0.0022
O	0.0013	0.0013	0.0012
O	0.0017	-0.0023	-0.0043
O	-0.0001	0.0011	-0.0001
O	-0.0007	-0.0012	-0.0004
O	-0.0009	-0.0009	-0.0003
O	-0.002	-0.0049	0.0045
O	-0.0002	0.0009	-0.002
O	-0.0002	-0.0004	0.0011
O	-0.0017	0.0029	0.0004
O	0.0001	0.0004	-0.0011
O	-0.001	0.0003	0.002
O	0.0013	0.0007	-0.0053
O	-0.0006	0.0002	-0.0004
O	-0.0008	-0.0015	-0.0003
O	-0.0007	0.0009	-0.0007
O	-0.0003	0.0001	-0.0006
O	-0.0009	0.0009	-0.0012
O	0.002	-0.0017	0.0025
O	-0.0003	0.0019	0.0029
O	0.0008	-0.0017	0.0028
O	-0.0015	-0.0004	0.0012
O	0.0002	0.0006	0.0011
O	0.0009	-0.0002	-0.0026
O	-0.0004	0.0015	0.0051
O	-0.0011	0.001	-0.0018
O	0.0014	-0.0011	-0.0028
O	0.0023	0.0003	-0.0001
O	-0.0001	-0.0007	0.0005
O	0.0005	-0.0023	-0.003
O	-0.0019	0.0014	-0.0019
O	-0.0006	0	-0.0002
O	0.0001	-0.0019	0.0024
O	-0.0008	0.0022	0
O	-0.0043	0.0011	-0.0024
O	-0.0011	0.0005	0.0019
O	-0.0006	0.0004	-0.0001
O	0.0002	-0.0006	0
O	-0.0007	0.0031	0.0001
O	0.0019	-0.0003	0.0021
O	-0.0017	0.0001	-0.0025

The program warned: the cutoff lies below the one the program advises for these potential files; the forces do not sum to zero within the program's tolerance; empty levels may hold ghost states of the PAW files; the exchange-correlation potential is rough where the density is thin.
